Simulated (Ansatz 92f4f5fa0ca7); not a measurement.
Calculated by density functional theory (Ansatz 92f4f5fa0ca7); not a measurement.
Periodic cell of 225 atoms, Si132O91P2, from a study of silicon, its oxide and their interface. The atomic structure is a simulated model.
Doubt: the cutoff is far below the 930 eV that the study's wrapper takes by default for these files, so forces and energies are approximate.
This geometry differs little from another in the collection (a relaxation step or a small displacement).

Settings: functional PBE; potential files Ansatz PAW; basis plane waves; wave-function cutoff 580 eV; density cutoff ratio 5; exchange-correlation grid ratio 1; k mesh 1 x 1 x 1, Gamma-centred; self-consistency stop 5e-08 eV per atom in the density residual; occupations fixed; spin none; net charge 0.

Cell vectors (angstrom)
a	10.938	0	0
b	0	10.938	0
c	0	0	31.9494

Atoms and the computed forces on them: element, x, y, z (angstrom), force x, y, z (eV/angstrom)
Si	10.6324	0.0025	24.4182	-0.0011	-0.0006	0.0017
Si	5.0816	0.1292	24.6603	-0.0002	0.0013	0.0004
Si	2.8275	2.2974	24.532	0.0011	0.0005	0.0015
Si	8.5748	2.4365	24.5651	0.0002	-0.0015	-0.0004
Si	10.7134	5.5904	24.3322	0.0004	0.0014	0.0002
Si	5.1636	5.6152	24.4501	-0.0016	-0.0009	0.0005
Si	2.9938	7.9541	24.4062	0.0004	-0.0011	-0.0008
Si	8.4238	7.8331	24.4192	0.001	0.0006	0.0018
Si	1.2976	1.1341	25.8399	0.0011	0.0004	-0.0001
Si	6.8196	1.329	25.7416	-0.0001	0.0002	0
Si	3.9918	4.0131	25.7346	0.0008	-0.0004	-0.001
Si	9.6919	4.0271	25.8484	0.0003	0.0001	0
Si	1.3436	6.7941	25.6695	-0.0006	0	-0.0001
Si	6.8101	6.7228	25.7517	0.0003	0.0003	-0.0011
Si	4.0077	9.4705	25.9517	-0.0008	0.0013	0.0012
Si	9.4889	9.4438	25.8036	-0.0008	0.0005	-0.0008
Si	2.642	-0.1322	27.2873	-0.0006	-0.0017	0.0011
Si	8.1421	-0.0665	27.1481	0.0003	-0.0011	-0.001
Si	0.0795	2.6587	27.2071	0.0007	-0.0006	0.0007
Si	5.4563	2.7211	27.1155	-0.0004	-0.0004	-0.0011
Si	2.6701	5.4162	27.1116	-0.0004	-0.0009	-0.0007
Si	8.1955	5.3689	27.1363	-0.0009	-0.0011	0.0008
Si	0.0144	8.1502	27.1317	0.0005	0.0004	-0.0006
Si	5.5152	8.1436	27.178	0.0006	0.0005	0.0008
Si	4.0879	1.3294	28.5007	-0.0008	-0.0016	0.0006
Si	9.5443	1.3266	28.5036	-0.0006	0.0011	0.0007
Si	1.3889	4.0658	28.5653	-0.0028	0.0003	-0.002
Si	6.8125	4.0611	28.529	0.0009	0	-0.0003
Si	4.0879	6.7791	28.4868	-0.0003	0.0016	0.0021
Si	9.5589	6.783	28.486	-0.0007	-0.0002	0.0025
Si	1.2974	9.4804	28.6232	0.0026	0.0018	-0.0066
Si	6.8276	9.5332	28.565	-0.0008	-0.0001	-0.002
Si	-0.0283	-0.005	29.9144	0.0006	0.0029	0.0005
Si	5.4644	-0.0061	29.8965	-0.0008	0.0007	0.0008
Si	2.7659	2.7138	29.9048	0.0006	-0.0031	0.0004
Si	8.2003	2.7177	29.8885	0.002	0	0.0001
Si	-0.0011	5.4544	29.8909	0.0006	0.0011	0.0005
Si	5.4642	5.455	29.8893	0.0007	0.0008	-0.0003
Si	2.7552	8.159	29.9057	0.0028	-0.0011	0.0011
Si	8.2269	8.1771	29.8911	0.0007	-0.002	-0.0004
Si	1.3673	1.3673	31.2657	0.0597	0.0014	-0.0867
Si	6.8362	1.3673	31.2657	0.0362	-0.0539	-0.0131
Si	4.1018	4.1018	31.2657	0.0981	-0.0785	0.0456
Si	9.5708	4.1018	31.2657	-0.0466	-0.0972	-0.0698
Si	1.3673	6.8362	31.2657	0.0012	-0.1922	0.0377
Si	6.8362	6.8362	31.2657	0.0548	-0.0331	-0.1454
Si	4.1018	9.5708	31.2657	-0.0031	-0.0367	-0.026
Si	9.5708	9.5708	31.2657	-0.1366	-0.1238	0.1195
Si	2.7345	0	0.6835	-0.054	0.0535	-0.0028
Si	8.2035	0	0.6835	-0.018	0.0579	-0.1286
Si	0	2.7345	0.6835	0.0789	0.0716	0.0413
Si	5.469	2.7345	0.6835	-0.1338	0.13	0.1026
Si	2.7345	5.469	0.6835	-0.0547	-0.1173	-0.0277
Si	8.2035	5.469	0.6835	-0.0594	0.1942	-0.0183
Si	0	8.2035	0.6835	0.02	0.1398	0.08
Si	5.469	8.2035	0.6835	0.1352	0.1092	0.0966
Si	4.0791	1.3854	2.0668	-0.0013	0.001	0.0007
Si	9.5871	1.357	2.0413	0.0043	-0.0013	-0.0007
Si	1.3609	4.1226	2.0645	-0.0032	0.002	-0.0005
Si	6.8167	4.1414	2.0366	-0.0016	0.0002	-0.0028
Si	4.0935	6.8423	2.0378	0.0004	0.0014	-0.0016
Si	9.5655	6.8553	2.0643	0.001	-0.0022	0.0003
Si	1.3641	9.5966	2.0535	-0.004	0.0003	-0.0007
Si	6.8369	9.6145	2.0521	-0.0025	-0.0008	0.0007
Si	0.0289	0.0366	3.4615	-0.0002	-0.0003	-0.0029
Si	5.4765	0.0476	3.4262	0.0009	0.0007	-0.0018
Si	2.7042	2.756	3.4579	0.0039	-0.0046	0.0008
Si	8.2372	2.7933	3.3246	-0.0029	0	0.0044
Si	0.0278	5.5255	3.4405	0.001	-0.0003	-0.0038
Si	5.4688	5.5252	3.4305	0.0012	-0.0003	-0.0012
Si	2.7484	8.2337	3.3855	0.0031	-0.0017	0.0003
Si	8.2542	8.3082	3.4205	-0.0007	0.0012	0.0039
Si	1.3275	1.4195	4.8969	0.0019	0.0043	0.0015
Si	6.8822	1.4872	4.6985	-0.0015	0.002	-0.0035
Si	4.0758	4.1481	4.788	-0.0004	-0.0039	-0.0038
Si	9.5844	4.1152	4.7354	0.0019	-0.0008	0.0018
Si	1.3678	6.9585	4.8088	-0.0029	0.0006	-0.0005
Si	6.8256	7.0045	4.7321	0.001	0.0044	-0.003
Si	4.1048	9.5835	4.7608	-0.0006	0.0029	-0.0041
Si	9.6633	9.6124	4.8829	-0.0013	-0.0031	0.0007
Si	2.7394	-0.0368	6.1468	-0.0021	-0.0006	-0.0026
Si	8.2876	0.1868	6.0661	0.003	0.0009	-0.0001
Si	-0.1334	2.7675	6.2886	-0.0013	-0.0079	-0.0029
Si	5.5365	2.8305	6.1072	-0.0005	-0.0012	-0.0017
Si	2.7008	5.5543	6.1276	-0.0064	-0.0008	-0.0035
Si	8.283	5.6464	5.9348	0.0001	-0.0038	0
Si	0.1793	8.3479	6.373	0.0003	0.0016	-0.0035
Si	5.4866	8.3235	6.2185	0.0037	-0.0012	-0.0022
Si	4.3982	1.1597	7.3331	-0.0005	0.0074	0.0058
P	9.6544	1.1943	7.6425	0.0055	0.0246	-0.0102
Si	1.1054	4.4471	7.4901	0.0013	0.0021	0.0049
Si	6.6672	4.6012	7.2448	-0.0117	0.0201	0.0256
Si	4.2693	6.7063	7.507	0.0206	-0.017	0.0174
Si	9.7816	6.6741	7.4785	-0.0008	0.0007	0.0047
P	1.364	9.9622	7.7912	0.0041	-0.0061	0.0042
Si	6.7322	9.9942	7.4138	-0.0004	-0.0034	0.0081
O	9.5892	1.2393	23.98	0.0002	0.0008	-0.0005
O	4.1107	6.8036	23.943	0.0004	0.0003	0
O	4.017	1.2442	24.0285	-0.0002	-0.001	-0.0007
O	9.5434	6.7055	23.8939	0.0002	-0.001	-0.0006
O	-0.0431	5.5445	8.0083	0.0027	-0.0025	-0.0001
O	5.5568	0.1204	7.9164	-0.0026	-0.003	-0.0059
O	5.4855	5.6245	7.7719	0.0008	-0.0099	-0.0211
O	7.5493	4.3197	8.5987	0.0001	-0.0028	-0.0146
O	8.7768	7.1168	8.7293	-0.0006	0.0007	0.0002
O	2.432	9.4042	8.9509	-0.0049	0.0193	0.0028
O	8.4694	1.8519	8.6379	-0.0048	-0.0237	0.0213
O	7.6204	9.5112	8.722	-0.0023	0.0037	-0.0045
O	3.5904	1.8063	8.6047	0.0021	-0.0037	-0.003
O	3.6367	7.1111	8.999	-0.004	-0.0101	-0.0071
O	1.996	3.9547	8.7984	0.0017	-0.0013	-0.0017
O	8.1442	3.4879	23.3602	0.0003	-0.0001	0.0002
O	0.4554	4.9362	22.9478	0	-0.0002	-0.0001
O	1.9077	2.7474	23.2435	-0.0001	-0.0005	-0.0002
O	5.8351	4.9071	23.1162	0.0003	0	-0.0003
O	5.5289	9.9975	23.4951	-0.0007	0.0003	0.0008
O	2.4504	8.6886	23.0206	0.0001	0	0.0001
O	0.1955	10.0663	23.0851	0.0007	-0.0005	-0.0006
O	7.791	8.5759	23.0775	-0.0002	0.0001	-0.0006
Si	8.6675	7.6872	18.4408	0.0001	-0.0003	0.0009
Si	8.8096	6.3373	13.5915	0.0002	-0.0002	0.0005
Si	3.8076	1.54	14.7359	0.0003	-0.0003	0.001
Si	2.138	5.7418	17.6261	-0.0001	-0.0002	0.001
Si	2.422	3.1388	19.4891	0.0002	-0.0002	0.0008
Si	9.8511	9.0348	12.0755	-0.0005	-0.0015	0.0012
Si	1.3362	9.4176	22.0777	-0.0002	-0.0001	0.0004
Si	9.2024	0.9602	13.222	0	0.0002	0.0009
Si	1.4294	5.0543	13.0096	-0.0004	-0.0006	0.0005
Si	1.8299	8.2555	12.8061	-0.0004	-0.0004	0.0014
Si	6.6577	9.5538	22.4256	0.0006	-0.0004	0.0002
Si	4.5358	4.6022	15.7147	0.0003	0	0.0008
Si	8.1092	3.1554	9.5557	-0.0001	0.0124	-0.0022
Si	0.8468	8.2421	19.2623	0.0001	-0.0003	0.0009
Si	6.9597	1.348	21.0889	0.0001	-0.0001	0.0005
Si	8.2746	8.358	9.6685	0.0001	-0.0059	-0.0009
Si	10.9044	5.1837	15.593	-0.0002	-0.0001	0.0007
Si	7.5854	9.4899	16.3223	0.0002	-0.0002	0.0011
Si	9.9393	2.058	20.2967	0.0001	0	0.0007
Si	3.3339	8.4382	9.9244	0.0024	-0.0034	0.0116
Si	6.7062	3.3417	17.4088	0.0002	-0.0002	0.0011
Si	1.1718	0.2058	19.8031	0.0002	-0.0002	0.0008
Si	3.2186	2.8044	12.2971	0.0004	0	0.0006
Si	7.2272	5.385	19.6855	0.0002	-0.0001	0.0006
Si	5.8307	8.6717	11.5674	0.0021	-0.0007	0
Si	5.7957	6.0844	13.2153	0.0008	-0.0009	0.0009
Si	4.6512	9.6987	17.627	0.0002	-0.0003	0.0012
Si	1.0284	3.6001	22.1729	-0.0001	-0.0002	0.0004
Si	4.9064	1.4799	18.7979	0	-0.0002	0.001
Si	3.1473	3.0638	9.5168	-0.0017	0.0026	0.0008
Si	6.4784	10.8308	13.8012	0.0004	0.0001	0.0011
Si	10.3739	0.1012	15.9874	0	-0.0003	0.001
Si	5.6012	3.6961	11.1474	0.0012	0.0007	-0.0008
Si	9.8581	3.8672	11.8836	0.0015	0	0.0015
Si	2.3672	9.9144	15.5474	0.0001	-0.0004	0.0011
Si	6.0871	8.1136	19.8024	0.0001	-0.0003	0.0008
Si	6.94	3.969	22.376	-0.0002	-0.0001	0.0006
Si	9.7671	2.7666	17.3662	0.0001	-0.0001	0.001
O	7.2263	6.3531	13.9619	-0.0001	0	0
O	1.8847	7.0532	18.6733	0	0	-0.0004
O	10.3089	4.0104	16.5077	0.0001	-0.0003	-0.0005
O	6.1854	9.9541	17.0612	0	0	-0.0004
O	10.1818	0.6919	14.4863	0.0002	-0.0002	0
O	8.4557	6.1054	18.8573	0	-0.0003	-0.0004
O	5.1889	0.6951	14.4266	0.0002	-0.0002	-0.0005
O	5.7277	2.049	17.5172	0	-0.0003	-0.0005
O	8.3546	1.9426	20.5475	-0.0001	-0.0003	-0.0003
O	1.9931	4.2925	18.4003	0.0002	-0.0003	-0.0004
O	6.9155	2.8675	10.6377	0.0002	-0.0009	-0.0016
O	4.8523	2.7107	12.2084	0.0003	-0.0003	0
O	6.039	4.3913	16.3507	0.0001	-0.0002	-0.0004
O	4.4926	3.9403	9.937	-0.0008	0	-0.0011
O	10.697	2.7737	21.5544	0.0003	0	-0.0002
O	9.7398	6.1228	14.929	0.0004	-0.0003	-0.0001
O	6.0172	6.4778	19.8391	0	-0.0001	-0.0004
O	4.0944	0.1635	18.2798	0.0002	0	-0.0005
O	9.2795	10.5481	12.2992	-0.0002	-0.0003	-0.0004
O	2.8588	4.3557	12.6936	0.0004	-0.0003	-0.0002
O	1.9178	10.6994	21.2095	0.0001	-0.0003	-0.0001
O	4.0004	2.7188	19.376	0	-0.0002	-0.0005
O	0.7558	10.0289	15.9723	0.0001	-0.0002	-0.0004
O	1.2805	9.7997	18.8359	0.0001	0	-0.0005
O	1.7203	1.659	19.2721	0.0001	-0.0002	-0.0005
O	8.9624	10.3713	16.505	0.0001	-0.0001	-0.0005
O	4.8856	8.5746	18.7936	0.0002	-0.0003	-0.0004
O	9.6268	8.8003	10.4735	0.0013	0.0008	0.0003
O	6.7563	4.0763	18.8589	0.0001	-0.0001	-0.0004
O	2.8399	1.7156	13.4182	0	-0.0002	0
O	5.8382	8.7647	21.2652	0.0002	0.0001	0.0001
O	2.5108	2.4262	10.8839	0.0001	-0.0006	-0.0006
O	7.6254	4.8451	21.174	0.0001	-0.0003	-0.0001
O	5.262	7.5146	12.5951	-0.0007	0.0004	-0.001
O	0.4719	9.0747	12.4854	0.0008	-0.0001	-0.0002
O	7.6136	1.0664	13.6081	0	-0.0004	-0.0003
O	7.1234	9.6342	14.7516	0.0001	-0.0003	-0.0004
O	8.9751	5.0245	12.6233	-0.0009	0.001	0.0004
O	8.1017	8.0228	16.9112	0.0001	-0.0004	-0.0004
O	6.2203	2.5706	21.8986	0.0002	-0.0001	-0.0002
O	2.4832	9.0591	14.111	0.0002	0	-0.0001
O	0.4303	4.4872	11.847	0.0004	-0.0003	-0.0003
O	0.8201	8.3127	20.9337	0.0002	0	-0.0001
O	9.4313	3.6941	10.324	-0.0033	-0.0006	-0.0039
O	9.6915	2.3813	12.5684	0.0004	-0.0006	0
O	7.6317	8.5527	19.3936	0	-0.0001	-0.0004
O	2.6092	8.1836	11.3667	0.0008	-0.0001	-0.0006
O	3.9891	3.0609	15.3746	0.0001	-0.0003	-0.0005
O	0.8587	4.4812	14.4246	0.0002	-0.0002	-0.0001
O	10.0612	2.9999	18.9569	0.0001	-0.0003	-0.0002
O	9.1877	7.7881	12.9224	0.0003	0.0002	-0.0005
O	10.5197	0.5363	20.0774	0.0001	-0.0002	-0.0005
O	5.9767	5.0759	11.9274	0.0004	-0.0005	-0.0002
O	8.1662	2.7403	17.0141	0.0001	-0.0002	-0.0005
O	3.54	5.4769	16.7332	0.0001	-0.0002	-0.0005
O	4.7689	9.0789	10.3814	0.0006	0.0015	0.0004
O	1.5466	6.6754	13.1552	0.0003	0.0001	-0.0004
O	4.7703	5.5059	14.359	-0.0001	-0.0002	0
O	2.0551	3.8511	20.919	0	-0.0001	-0.0001
O	10.5618	1.3934	16.9693	0.0002	-0.0002	-0.0005
O	0.9484	6.0584	16.5482	0.0005	-0.0002	-0.0004
O	7.3464	10.9475	21.9294	0	-0.0003	-0.0002
O	5.9401	0.9102	19.9141	0.0003	-0.0002	-0.0002
O	6.1185	10.0519	12.4034	-0.0005	0	-0.0005
O	2.8717	0.5369	15.6071	0.0002	-0.0001	-0.0006
O	7.1427	8.0207	10.8114	-0.001	0.0012	0.0006
O	10.2516	8.0093	18.6875	0.0003	-0.0001	-0.0005
O	3.4684	9.1869	16.5775	0.0001	-0.0001	-0.0005

Results
free energy: -137177.892 eV
free energy less fixed offsets of O -568.88, P -755.39, Si -635.61 eV per atom: 1.488 eV

The program warned: the cutoff lies below the one the program advises for these potential files; the exchange-correlation potential is rough where the density is thin.
